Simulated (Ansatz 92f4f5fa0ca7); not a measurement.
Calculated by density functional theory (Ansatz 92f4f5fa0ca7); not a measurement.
Periodic cell of 220 atoms, Si132O88, from a study of silicon, its oxide and their interface. The atomic structure is a simulated model.

Settings
functional: r2SCAN
potential files: Ansatz PAW
basis: plane waves
wave-function cutoff: 800 eV
density cutoff ratio: 5
exchange-correlation grid ratio: 1
k mesh: 1 x 1 x 1, shifted by 0.5 0.5 0 of a step
self-consistency stop: 1e-10 eV per atom in the density residual
occupations: fixed
spin: none
net charge: 0

Cell vectors (angstrom)
a  10.88  0  0
b  0  10.88  0
c  0  0  32.1344

Atoms: element, x, y, z (angstrom)
Si  0.3992  -0.0274  -0.0654
Si  2.3922  2.8835  0.019
Si  0.2874  5.1844  -0.1311
Si  2.2833  9.2325  -0.3817
Si  5.8114  -0.119  -0.0158
Si  7.9002  2.7085  -0.0929
Si  5.8127  5.0901  -0.0897
Si  7.9757  8.4663  -0.1278
Si  1.3334  1.4255  1.4781
Si  4.1144  4.0474  1.173
Si  1.3221  6.7704  1.2226
Si  4.06  9.6957  1.1374
Si  6.8463  1.3467  1.4367
Si  9.509  4.0125  1.0854
Si  6.8544  6.8063  1.1634
Si  9.6056  9.6179  1.1438
Si  -0.095  2.7824  2.6631
Si  2.8093  0.0784  2.6817
Si  -0.0008  8.1844  2.5637
Si  2.8012  5.4826  2.5436
Si  5.4005  2.7197  2.6497
Si  8.2781  -0.0017  2.6546
Si  5.3784  8.1586  2.4661
Si  8.2276  5.4506  2.5205
Si  1.374  4.1362  3.9139
Si  4.108  1.3952  4.0724
Si  1.3934  9.5307  3.9346
Si  4.1066  6.8265  3.9421
Si  6.8269  4.1104  3.9147
Si  9.5261  1.3838  4.0502
Si  6.7993  9.4921  3.8764
Si  9.5425  6.8047  3.9387
Si  0.0337  -0.0031  5.3261
Si  2.6927  2.7601  5.3325
Si  0.0267  5.462  5.3085
Si  2.7266  8.1558  5.3122
Si  5.4865  -0.0248  5.3186
Si  8.1343  2.7379  5.3454
Si  5.4625  5.4568  5.2904
Si  8.1438  8.145  5.2814
Si  1.3658  1.3621  6.6852
Si  4.094  4.0954  6.6662
Si  1.3815  6.7892  6.6876
Si  4.0995  9.5076  6.6711
Si  6.8048  1.3428  6.7005
Si  9.5368  4.0916  6.6671
Si  6.7962  6.8052  6.6645
Si  9.5206  9.5073  6.6501
Si  -0.0023  2.7076  8.0357
Si  2.7197  -0.017  8.0183
Si  -0.0037  8.1429  8.0187
Si  2.7438  5.4281  8.0557
Si  5.4211  2.6986  8.0348
Si  8.1652  -0.0299  8.044
Si  5.4494  8.1502  8.0484
Si  8.1391  5.4318  8.007
Si  1.3849  4.0348  9.3998
Si  4.0624  1.3249  9.3903
Si  1.3757  9.4854  9.3781
Si  4.1083  6.7848  9.4184
Si  6.7946  4.0622  9.3752
Si  9.5096  1.3461  9.3881
Si  6.8106  9.4915  9.4309
Si  9.4697  6.8054  9.3565
Si  -0.0376  -0.0643  10.7039
Si  2.735  2.6518  10.7992
Si  -0.0553  5.4146  10.6398
Si  2.7595  8.1515  10.7721
Si  5.4052  -0.0342  10.7564
Si  8.1335  2.6975  10.7449
Si  5.4686  5.4115  10.7739
Si  8.1478  8.1132  10.8207
Si  1.3406  1.201  12.0722
Si  4.1037  4.0686  12.1356
Si  1.2508  6.7974  11.9624
Si  4.1656  9.4506  12.2071
Si  6.7261  1.3605  12.0953
Si  9.5258  4.0696  12.0536
Si  6.8363  6.7068  12.2175
Si  9.4882  9.5313  12.1517
Si  -0.033  2.6243  13.3141
Si  2.689  -0.1304  13.4981
Si  0.0115  8.1394  13.4312
Si  2.5306  5.4122  13.2802
Si  5.5225  2.7738  13.563
Si  8.0904  0.0596  13.4683
Si  5.4682  8.0021  13.6402
Si  8.3063  5.3948  13.575
Si  1.4828  3.7752  14.5703
Si  3.8109  1.5748  14.6057
Si  1.6027  9.0873  14.8635
Si  3.7467  6.7899  14.6307
Si  7.1738  3.8898  14.9489
Si  9.2643  1.6119  14.6772
Si  6.9486  8.768  15.3743
Si  9.5417  6.9421  14.9136
Si  2.8628  12.151  17.2064
Si  5.9861  12.2201  23.6068
Si  6.6026  9.5359  18.3781
Si  11.7131  6.2073  19.6687
Si  4.1687  3.4943  18.3754
Si  0.7391  -5.3968  16.8833
Si  3.6013  10.9084  22.3269
Si  7.2543  8.7282  26.1439
Si  3.2527  6.0461  18.4183
Si  9.8731  -2.6688  20.8219
Si  16.0783  5.0671  16.8802
Si  2.6511  8.0881  23.483
Si  -0.093  20.7142  28.3416
Si  4.5767  8.1846  27.3921
Si  15.398  0.6881  19.3804
Si  8.048  11.4398  21.6758
Si  11.0264  10.9578  16.764
Si  -8.1049  -0.8436  28.8038
Si  1.9808  2.4496  23.433
Si  9.9218  17.7997  23.5383
Si  17.8696  8.4789  21.0191
Si  -6.3111  6.3393  24.9605
Si  5.2042  14.3948  28.1148
Si  -2.8042  11.5885  25.8576
Si  5.5412  17.0299  29.199
Si  9.9671  7.2703  29.8622
Si  4.1066  12.3395  30.0351
Si  -3.9196  7.2124  23.6368
Si  0.2976  19.8393  25.2433
Si  8.1795  3.1238  27.8685
Si  4.2398  3.2894  25.1285
Si  9.3185  10.6669  19.3193
Si  1.2562  5.3936  22.5309
Si  -1.3311  12.1842  29.7978
Si  -0.5661  11.6329  23.9189
Si  8.2313  6.1262  27.7735
O  -0.0873  0.9737  -1.3221
O  1.9087  -3.1911  -0.0261
O  4.9806  7.6146  -3.2808
O  -1.292  10.8799  -3.3534
O  1.3716  4.0255  -0.6148
O  -0.1569  6.1411  -1.3912
O  2.8075  9.2477  -1.9189
O  -3.0588  18.1925  -5.3942
O  2.8745  1.7894  -1.1055
O  5.3336  0.8203  -1.2675
O  6.8588  3.9007  -0.5747
O  8.3219  1.6436  -1.2922
O  5.1863  5.7966  -1.4114
O  8.6734  7.8208  -1.457
O  6.8461  9.5903  -0.566
O  2.7427  2.7928  14.8552
O  4.7739  6.361  17.8814
O  6.3472  -1.9336  16.8843
O  -1.0358  0.6539  15.8538
O  2.3184  6.8917  19.4208
O  -2.6909  9.8604  18.4838
O  2.7623  7.981  15.2878
O  4.5219  5.6208  15.4995
O  4.2546  10.9565  20.8396
O  6.6932  4.6399  16.3577
O  14.3434  4.6583  19.2712
O  15.6962  0.2477  23.3678
O  8.3093  7.8558  15.5249
O  11.609  9.5373  16.2027
O  9.3092  11.4509  22.6771
O  4.8056  13.1901  19.3121
O  6.1735  19.4345  19.6153
O  0.789  5.3041  20.9855
O  4.0445  11.8575  16.1212
O  0.7482  15.0287  15.9815
O  8.5887  11.8507  20.1798
O  13.7938  2.8219  17.6139
O  1.7627  19.2642  24.8216
O  3.1747  0.3743  18.5095
O  3.9248  4.8655  24.9119
O  6.1063  -4.732  24.4996
O  2.3115  5.9332  17.0548
O  2.0871  17.673  22.6584
O  0.4723  12.8347  23.6818
O  2.6221  1.3234  22.4424
O  1.9675  3.972  22.8486
O  5.7758  0.0132  18.6342
O  8.2559  2.7242  15.3671
O  10.4999  0.1373  18.2832
O  7.3323  -0.6596  14.7576
O  10.5645  6.4818  16.1301
O  12.2829  11.9385  16.613
O  7.3524  9.9692  21.5597
O  6.2904  7.6472  22.215
O  -1.2703  17.432  28.4716
O  2.889  9.464  22.6244
O  11.1975  16.1611  18.4289
O  14.9445  -3.3695  23.9771
O  8.3845  6.5014  23.3851
O  6.7372  14.1662  28.5822
O  10.8382  16.4671  23.4926
O  8.3594  7.7055  20.6628
O  -0.8699  -1.1098  20.475
O  -6.0957  13.8831  26.6372
O  -0.7581  7.7783  24.8914
O  -0.0718  8.5899  29.4076
O  -5.0784  19.9214  26.791
O  11.0376  21.1169  24.2658
O  -3.0404  1.8811  26.9138
O  10.7336  -3.4241  19.7189
O  -1.3955  12.0144  25.233
O  -9.578  -0.2632  28.5403
O  -3.7468  6.0952  28.9584
O  8.125  10.0652  26.439
O  6.8971  1.5436  22.2679
O  2.8566  2.4997  24.8092
O  -0.0183  20.1989  26.8
O  3.7583  11.2959  28.8705
O  7.15  8.5479  24.5397
O  10.3691  7.9133  22.3229
O  6.8965  11.6095  24.7759
O  4.3794  13.7245  29.3073
O  3.2562  9.084  27.5958
O  4.304  6.9357  26.4274
O  8.4485  4.6025  27.1987
O  5.3572  13.6407  24.0711
O  4.8674  15.9625  28.1966
O  -1.455  13.5179  28.8307

Results
free energy: -134618.395 eV
free energy less fixed offsets of O -570.45, Si -639.56 eV per atom: 3.125 eV

Forces (eV/angstrom), in the order of the atoms: element, x, y, z
Si  0.109  -0.1406  0.0159
Si  0.0244  0.0811  0.1701
Si  -0.0601  0.0131  0.227
Si  -0.0701  0.1764  0.1404
Si  -0.0203  -0.0444  0.1402
Si  0.0049  0.0148  0.2249
Si  0.0293  -0.117  0.2327
Si  0.0442  0.0845  0.2305
Si  0.0017  0.0666  0.0559
Si  -0.0279  -0.0006  0.0103
Si  -0.0112  -0.1433  0.0406
Si  0.059  -0.0021  -0.0042
Si  -0.0165  -0.0453  0.0254
Si  0.0472  0.045  -0.0208
Si  -0.0184  0.0258  0.0681
Si  -0.0023  -0.0016  0.0017
Si  0.0262  -0.0516  0.0325
Si  -0.0559  0.0123  0.0269
Si  0.012  -0.0451  -0.0105
Si  -0.0375  0.027  0.018
Si  0.0329  -0.0256  0.04
Si  -0.0674  0.0221  0.0368
Si  0.0325  -0.0091  0.0428
Si  -0.0128  -0.0156  -0.0017
Si  -0.0105  -0.0147  -0.029
Si  0.0079  0.026  -0.0107
Si  0.0275  -0.0082  -0.0211
Si  0.0115  -0.0262  -0.0496
Si  0.0071  0.005  -0.0114
Si  -0.0016  0.0129  -0.0063
Si  -0.0168  0.016  -0.0194
Si  0.0006  0.0161  -0.0311
Si  -0.0093  0.0384  -0.0139
Si  0.0204  0.0127  0.0031
Si  0.0307  0.0025  0.005
Si  0.0128  -0.0124  -0.0007
Si  -0.0282  -0.0108  -0.0033
Si  0.0009  -0.0246  -0.0133
Si  -0.0093  0.0085  0.0006
Si  0.0223  0.002  -0.0235
Si  -0.0101  -0.0169  -0.0019
Si  -0.0196  -0.0018  -0.0038
Si  -0.0144  0.0102  0.0178
Si  -0.0113  0.009  0.0055
Si  0.0023  0.0061  -0.0021
Si  -0.0159  -0.0072  0.0064
Si  0.0058  -0.0467  -0.007
Si  0.0263  0.0173  0.0048
Si  0.0117  -0.0142  -0.0061
Si  -0.0068  0.0537  -0.0081
Si  0.016  -0.0268  -0.0071
Si  0.0136  -0.0236  0.0014
Si  -0.0136  -0.024  -0.0055
Si  0.0021  0.0172  -0.0141
Si  -0.005  0.0022  -0.0061
Si  0.0194  0.0443  -0.013
Si  0.0133  -0.004  0.0177
Si  -0.0208  -0.0124  0.0013
Si  -0.0076  0.0096  0.0142
Si  -0.0043  -0.0179  -0.0069
Si  -0.0106  -0.0364  0.0119
Si  0.0092  0.0106  -0.018
Si  -0.0053  0.0206  0.0156
Si  0.013  -0.0383  0.0004
Si  -0.0169  0.021  0.0021
Si  -0.0231  0.029  -0.0107
Si  0.043  -0.0288  -0.0173
Si  -0.0174  -0.0171  0.0328
Si  -0.0034  0.0384  0.0311
Si  0.0098  -0.0335  0.0112
Si  -0.0114  -0.0101  0.0371
Si  -0.0346  0.0099  0.0154
Si  0.0106  0.0288  -0.0469
Si  -0.0581  -0.0426  -0.0378
Si  -0.0258  -0.0299  -0.0254
Si  -0.0454  0.0246  -0.0185
Si  0.006  -0.0075  -0.0292
Si  0.0206  0.0079  -0.0433
Si  0.0593  -0.0043  0.0079
Si  0.0046  0.0433  0.0062
Si  -0.0671  -0.0406  -0.0536
Si  -0.0026  -0.0021  -0.034
Si  -0.0329  0.047  -0.0289
Si  0.0324  0.009  -0.0782
Si  -0.0158  -0.0091  0.0107
Si  0.1067  0.0764  -0.1362
Si  -0.0512  -0.0393  -0.0427
Si  0.0384  0.0211  -0.0386
Si  0.051  -0.0749  -0.0882
Si  0.04  0.0997  -0.1627
Si  0.0301  -0.0123  -0.1515
Si  -0.0199  0.1306  -0.0415
Si  -0.0482  -0.0529  -0.1145
Si  -0.0258  0.0161  -0.0735
Si  0.096  -0.033  -0.1017
Si  -0.044  0.003  -0.1444
Si  0.0089  0.1191  -0.1617
Si  0.0345  0.0141  0.0057
Si  -0.0257  -0.0027  -0.2668
Si  0.1674  -0.0389  -0.3148
Si  -0.1895  -0.1836  0.1672
Si  0.0512  0.045  -0.1818
Si  0.0818  0.0269  -0.188
Si  -0.045  -0.065  0.1742
Si  -0.0636  0.0065  -0.1138
Si  0.0426  0.0336  -0.2134
Si  0.1722  0.2296  -0.2903
Si  -0.0096  -0.0162  -0.012
Si  0.0178  0.0001  0.272
Si  -0.0293  0.0263  0.2095
Si  -0.0551  0.1363  -0.3038
Si  -0.006  -0.0287  -0.1854
Si  0.1149  0.0119  -0.2686
Si  0.0106  0.0088  0.2366
Si  0.0512  -0.0193  -0.0068
Si  0.0339  0.0903  -0.062
Si  0.008  0.0456  -0.2197
Si  -0.0018  0.0198  0.1206
Si  0.0857  -0.0032  0.23
Si  -0.0211  0.0505  0.1825
Si  0.0129  -0.02  0.1666
Si  0.0413  -0.0121  0.2666
Si  0.0294  -0.0728  0.2601
Si  -0.0346  0.0678  -0.0009
Si  -0.0231  0.0347  0.1756
Si  -0.0114  0.0182  0.2108
Si  0.0917  -0.0237  0.1624
Si  0.0564  -0.0055  -0.2442
Si  -0.0467  0.0432  -0.2049
Si  0.0396  -0.0223  0.3284
Si  -0.0836  -0.0495  0.0176
Si  0.0226  0.0098  0.2221
O  -0.1256  0.1207  -0.228
O  0.0213  -0.0537  0.0733
O  -0.0201  0.0271  -0.1157
O  -0.0135  -0.0349  -0.1232
O  0.0232  0.0163  -0.0876
O  -0.057  0.0561  -0.1729
O  0.0913  -0.0065  -0.2117
O  -0.002  0.0765  -0.1082
O  0.02  -0.0667  -0.112
O  -0.0649  0.0653  -0.1487
O  -0.0495  0.045  -0.1185
O  0.0632  -0.0625  -0.1496
O  -0.0262  0.06  -0.1952
O  0.0404  -0.0596  -0.1474
O  -0.0427  0.0012  -0.0615
O  0.0354  -0.0173  0.088
O  -0.0345  -0.0532  0.0328
O  -0.0652  0.0226  0.2298
O  0.0554  -0.0274  0.1291
O  -0.0664  -0.0013  0.0365
O  0.0618  -0.0072  0.0721
O  0  0.0025  0.0073
O  0.028  -0.0895  0.2164
O  -0.0321  -0.0534  0.2199
O  -0.0942  -0.0615  0.1002
O  0.0445  -0.0208  -0.0297
O  -0.0087  -0.008  0.048
O  -0.0497  0.0513  0.0326
O  -0.0384  -0.0124  0.0981
O  0.0687  -0.0078  0.0534
O  0.045  -0.0958  0.0851
O  -0.04  -0.0976  0.1315
O  -0.0177  -0.0616  0.2098
O  0.0381  -0.0526  0.1343
O  -0.0276  0.0398  0.1333
O  -0.0431  0.0503  0.132
O  -0.0076  0.048  0.0461
O  0.0287  -0.0218  -0.0107
O  0.0703  -0.0555  0.1402
O  -0.0324  0.0024  -0.0352
O  0.0053  -0.0276  -0.0229
O  0.0698  0.0405  0.0531
O  0.0357  0.0273  0.0366
O  0.0019  0.0365  0.0034
O  -0.0525  0.0345  0.0369
O  0.0206  -0.0284  0.0268
O  -0.009  0.0244  0.0841
O  0.0479  -0.0299  0.0515
O  -0.0903  -0.0303  0.2004
O  -0.0474  -0.0122  -0.0594
O  0.0295  -0.0444  0.1069
O  -0.0307  0.0101  0.0546
O  -0.0012  0.0083  0.08
O  -0.0225  -0.0497  0.0634
O  -0.0515  -0.049  -0.1357
O  -0.0431  -0.036  0.0347
O  -0.0359  0.0193  0.2017
O  -0.0026  0.0188  -0.0206
O  0.0064  -0.0558  -0.0028
O  0.0248  -0.0288  -0.0314
O  -0.0129  -0.0282  0.0597
O  -0.0327  -0.012  0.0726
O  0.006  -0.0137  0.0972
O  -0.0728  -0.0259  -0.1929
O  -0.0058  -0.0167  0.0081
O  0.0124  0.0691  -0.1434
O  0.0538  0.0364  -0.0889
O  0.0181  0.0262  -0.0487
O  -0.0024  -0.0876  -0.1136
O  -0.0692  0.0389  0.1018
O  0.0584  0.0189  -0.0572
O  -0.0442  0.03  -0.056
O  0.0471  -0.0069  -0.0577
O  0.0385  0.0002  -0.0356
O  -0.0214  0.0256  0.0224
O  -0.0536  -0.0137  -0.019
O  0.0102  -0.0428  -0.2075
O  -0.0288  -0.0568  -0.1251
O  0.008  -0.0055  -0.0951
O  -0.0051  -0.0597  0.12
O  -0.0474  -0.0146  -0.0555
O  0.0186  0.0736  -0.1185
O  0.0068  -0.0434  -0.1224
O  -0.0108  -0.0673  -0.1151
O  0.016  -0.0026  -0.1059
O  -0.0066  0.0109  -0.0371
O  -0.0404  0.0062  -0.0781
O  -0.0279  0.0668  -0.1206

The program warned: the cutoff lies below the one the program advises for these potential files; the forces do not sum to zero within the program's tolerance; empty levels may hold ghost states of the PAW files; the exchange-correlation potential is rough where the density is thin.
